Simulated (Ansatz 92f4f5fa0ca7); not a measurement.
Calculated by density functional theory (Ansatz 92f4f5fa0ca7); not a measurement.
Periodic cell of 252 atoms, Si132O88H32, with a vacuum gap, from a study of silicon, its oxide and their interface. The atomic structure is a simulated model.

Settings
functional: r2SCAN
potential files: Ansatz PAW
basis: plane waves
wave-function cutoff: 800 eV
density cutoff ratio: 5
exchange-correlation grid ratio: 1
k mesh: 1 x 1 x 1, shifted by 0.5 0.5 0 of a step
self-consistency stop: 1e-11 eV per atom in the density residual
occupations: fixed
spin: none
net charge: 0
applied field: sawtooth along c, amplitude -0.015 V/angstrom in the program's sign convention, ramp centred at 0.9888 of c and 0.0225 of c wide, no dipole correction

Cell vectors (angstrom)
a, 10.888, 0, 0
b, 0, 10.888, 0
c, 0, 0, 44.5075

Atoms: element, x, y, z (angstrom)
Si, -0.0798, 0.209, 30.7782
Si, 2.6109, 3.0132, 30.887
Si, 0.3834, 5.1873, 30.899
Si, 2.9591, 7.7388, 30.8233
Si, 5.7861, -0.3557, 30.7952
Si, 8.5058, 2.3224, 30.8111
Si, 5.2496, 5.6074, 30.7418
Si, 8.0613, 8.4622, 31.1008
Si, 1.4377, 1.3817, 32.1182
Si, 4.1659, 4.1154, 32.2107
Si, 1.4655, 6.7101, 32.2851
Si, 4.1254, 9.4183, 32.0432
Si, 6.8891, 1.2556, 32.1348
Si, 9.6066, 3.9992, 32.0773
Si, 6.8191, 6.7641, 32.1148
Si, 9.6464, 9.6392, 32.281
Si, 0.0595, 2.701, 33.5299
Si, 2.7859, -0.0555, 33.41
Si, 0.07, 8.1466, 33.5233
Si, 2.808, 5.3956, 33.6527
Si, 5.5295, 2.6728, 33.4583
Si, 8.2251, 0.0227, 33.6265
Si, 5.4612, 8.1131, 33.5083
Si, 8.2141, 5.3813, 33.4202
Si, 1.396, 4.0382, 34.9215
Si, 4.1272, 1.3157, 34.7997
Si, 1.4282, 9.522, 34.8484
Si, 4.135, 6.8084, 34.9376
Si, 6.863, 4.0538, 34.8303
Si, 9.5727, 1.395, 34.9303
Si, 6.8294, 9.4853, 34.8654
Si, 9.5489, 6.7647, 34.8165
Si, 0.0413, -0.021, 36.2157
Si, 2.765, 2.6564, 36.2166
Si, 0.0119, 5.4324, 36.2214
Si, 2.7514, 8.1739, 36.2525
Si, 5.4663, -0.0245, 36.2027
Si, 8.1953, 2.7427, 36.2579
Si, 5.5, 5.4109, 36.218
Si, 8.1843, 8.1192, 36.1997
Si, 1.3727, 1.3413, 37.5879
Si, 4.1069, 4.062, 37.5543
Si, 1.3602, 6.8058, 37.5765
Si, 4.1027, 9.539, 37.5973
Si, 6.8065, 1.3535, 37.5645
Si, 9.5377, 4.1062, 37.6122
Si, 6.8237, 6.7882, 37.5832
Si, 9.5395, 9.5024, 37.5443
Si, 0.0141, 2.7287, 6.944
Si, 2.7115, -0.0118, 6.9432
Si, -0.0249, 8.1474, 6.9283
Si, 2.7261, 5.4252, 6.907
Si, 5.4395, 2.7102, 6.9253
Si, 8.1823, -0.0083, 6.8969
Si, 5.4484, 8.1519, 6.9367
Si, 8.1607, 5.4538, 6.9585
Si, 1.374, 4.0946, 8.3088
Si, 4.0268, 1.3975, 8.2769
Si, 1.3178, 9.5211, 8.271
Si, 4.0449, 6.8017, 8.2839
Si, 6.7813, 4.0887, 8.2814
Si, 9.5002, 1.3806, 8.277
Si, 6.8296, 9.5245, 8.2618
Si, 9.5141, 6.7989, 8.3189
Si, -0.0211, 0.0241, 9.6167
Si, 2.6854, 2.7348, 9.7171
Si, -0.0051, 5.4375, 9.6705
Si, 2.6281, 8.1396, 9.6356
Si, 5.4251, 0.0291, 9.5286
Si, 8.1534, 2.7666, 9.6505
Si, 5.3801, 5.412, 9.6318
Si, 8.1602, 8.1677, 9.6686
Si, 1.2738, 1.3702, 11.0497
Si, 4.0253, 4.1174, 11.0895
Si, 1.2706, 6.8098, 11.0885
Si, 4.0294, 9.5754, 10.8218
Si, 6.6861, 1.4383, 10.9027
Si, 9.5696, 4.0621, 11.0578
Si, 6.7537, 6.7599, 10.9452
Si, 9.5334, 9.5758, 10.9876
Si, -0.0726, 2.6524, 12.5602
Si, 2.7534, 0.0193, 12.2613
Si, -0.0305, 8.2661, 12.4722
Si, 2.5839, 5.4125, 12.4842
Si, 5.406, 2.7346, 12.4278
Si, 8.0558, 0.0812, 12.1578
Si, 5.2801, 8.1484, 12.1337
Si, 8.1745, 5.4513, 12.3278
Si, 1.5211, 3.7884, 13.9196
Si, 3.7935, 1.56, 13.7151
Si, 1.7136, 9.3765, 13.6641
Si, 3.8143, 7.0539, 13.5892
Si, 7.0652, 3.8706, 13.6533
Si, 9.0812, 1.4736, 13.7169
Si, 6.7556, 9.4572, 13.3081
Si, 9.0738, 7.2241, 13.6105
Si, 5.215, -0.1568, 15.83
Si, 16.6633, 5.8061, 15.7776
Si, -0.169, 13.9632, 19.4664
Si, 12.023, -0.8601, 16.5929
Si, 11.5611, 3.4375, 26.5826
Si, 28.9143, 12.0711, 18.0064
Si, 25.2783, -3.444, 24.9909
Si, 20.9471, 2.5499, 24.2921
Si, 3.8834, -5.3038, 17.9713
Si, -1.784, -0.3458, 16.3608
Si, 8.7399, -6.5242, 26.1999
Si, -13.5679, -3.1556, 16.2962
Si, 11.468, 4.3832, 22.1051
Si, -7.6932, -8.313, 27.9207
Si, 17.3349, 21.4602, 20.6886
Si, 20.5178, 17.081, 18.1779
Si, -12.9443, 7.3044, 26.1028
Si, 11.8515, 4.6361, 16.9984
Si, 10.0973, 6.8321, 21.1081
Si, -3.8417, -13.9758, 21.2283
Si, 14.4378, -2.1702, 17.6134
Si, 3.5474, 5.1157, 23.1181
Si, -12.3958, 6.5782, 29.1256
Si, 21.1604, -0.3584, 23.6206
Si, 0.6581, -2.1013, 25.7015
Si, -4.7706, 9.1422, 25.7549
Si, 22.6844, -1.4382, 21.2228
Si, 26.2783, 10.7964, 27.9541
Si, 18.3008, -11.9821, 23.2556
Si, 5.3977, -5.6856, 20.6244
Si, 1.6601, -12.3259, 28.6225
Si, 14.1204, 4.7558, 25.9632
Si, 1.2282, 0.4556, 19.1307
Si, -3.591, -6.5543, 28.872
Si, 14.3655, -0.6266, 20.3694
Si, 18.7032, 3.8782, 19.0754
O, 9.0775, -2.987, 29.9675
O, -4.0846, -10.185, 19.51
O, 7.2139, 10.9038, 22.0826
O, -17.5417, -5.706, 19.4956
O, -5.0542, 4.8192, 29.4045
O, 4.8081, 19.2589, 25.1875
O, 0.7256, 10.4705, 29.4856
O, 8.78, 3.304, 24.9682
O, 10.2033, -2.9961, 25.4553
O, 6.0447, -10.2278, 16.9459
O, 1.5054, -10.4673, 17.5284
O, 15.9776, -16.7245, 17.0326
O, 14.4671, -4.1944, 23.544
O, 9.2563, 7.046, 27.6227
O, 9.6385, 1.2543, 30.2552
O, -0.0698, 5.8673, 17.1311
O, 6.7651, 7.0057, 16.2215
O, 6.1065, -0.703, 14.6062
O, 4.1888, 0.8884, 15.1497
O, 2.7488, 8.1847, 14.1301
O, 4.5974, 6.4489, 14.8772
O, 3.3763, 2.5271, 29.5238
O, 23.8369, 19.0812, 25.1195
O, 9.3877, 0.559, 15.0425
O, 6.5534, 4.6515, 14.9788
O, 20.5023, -9.7909, 23.8023
O, 24.4821, 2.6942, 14.1571
O, 11.2003, 3.5077, 17.9748
O, 22.7998, 4.2194, 15.4256
O, 9.2302, 7.0179, 15.2294
O, -5.3145, -22.6788, 27.0367
O, 8.0824, 2.6933, 14.1904
O, 22.4301, 9.9193, 19.6843
O, 3.1092, 20.8952, 28.1746
O, 23.8518, -6.1342, 22.5645
O, 8.4027, -5.7694, 18.2161
O, 22.4792, -7.0681, 20.5966
O, 8.8861, 7.5484, 17.7507
O, 21.6344, 14.2056, 23.0638
O, 14.8056, 7.1781, 17.7806
O, 28.6547, 19.9584, 20.2248
O, 8.2858, 16.3417, 29.4781
O, -2.8412, -1.5507, 16.1364
O, 21.3407, -1.1092, 16.787
O, 28.9618, 2.7945, 18.0528
O, 2.5308, -12.3588, 21.3962
O, 2.6425, 0.6991, 19.9048
O, -3.4497, -13.5948, 26.0423
O, -3.0433, -2.5886, 13.6673
O, 37.3556, 15.644, 22.0211
O, 0.1153, 1.5065, 19.5526
O, 9.1399, 3.2711, 19.7968
O, 8.9934, -12.2323, 23.4969
O, 0.2992, -8.5183, 25.4361
O, -9.3123, 2.6131, 27.6546
O, 3.8223, -7.0104, 27.1803
O, 15.7568, 21.5457, 21.0481
O, -3.9319, -12.327, 30.3959
O, 12.8916, -2.1059, 17.1338
O, -6.7866, 6.687, 30.2538
O, -2.2981, -5.0674, 25.4929
O, -4.2171, 4.2925, 20.1603
O, 4.464, -1.4027, 16.525
O, 4.0291, 1.323, 27.3124
O, 2.0146, -2.7047, 29.5632
O, 14.4797, -4.5732, 26.1598
O, 11.2154, -0.7427, 24.8789
O, -0.5231, -4.5625, 19.6012
O, 5.9574, 6.7028, 20.8251
O, 7.5026, -6.6694, 27.2602
O, -0.4062, -16.1139, 22.1339
O, 7.7086, 2.9066, 29.5046
O, 3.7883, -1.4878, 19.0466
O, 8.5391, 7.2051, 21.192
O, 6.7914, -2.5088, 22.7261
O, 8.5819, 0.6143, 17.546
O, 10.1446, 4.1247, 27.0425
O, 12.2791, 10.2502, 15.0145
O, 12.4973, -6.2712, 25.9827
O, 10.809, 5.9609, 29.5288
O, 11.7254, 9.0481, 27.291
O, -4.2501, -0.7068, 24.6179
O, 14.6787, 4.2848, 24.5041
O, 0.2068, -2.8502, 21.4628
O, 1.489, 4.0986, 30.3873
O, 5.2133, 11.0847, 29.3764
O, 11.1631, -0.3898, 22.274
O, 2.453, -5.9009, 17.5264
H, 0.5595, 2.1717, 38.5203
H, 2.1901, 0.5152, 38.5203
H, 3.2799, 4.8785, 38.4868
H, 4.9229, 3.2343, 38.4868
H, 2.1775, 5.9796, 38.5089
H, 0.5254, 7.6144, 38.5089
H, 3.2648, 10.3444, 38.5298
H, 4.9119, 8.7049, 38.5298
H, 5.9816, 2.1722, 38.4969
H, 7.6325, 0.5359, 38.4969
H, 10.3556, 3.2805, 38.5447
H, 8.7071, 4.9191, 38.5447
H, 7.6463, 5.9672, 38.5156
H, 5.9984, 7.6065, 38.5156
H, 8.7237, 10.3302, 38.4767
H, 10.3516, 8.671, 38.4767
H, -0.8037, 3.5544, 6.0116
H, 0.8273, 1.8983, 6.0116
H, 3.5494, -0.8172, 6.0108
H, 1.8941, 0.8144, 6.0108
H, -0.837, 8.9787, 5.9959
H, 0.8099, 7.3388, 5.9959
H, 3.5532, 4.6087, 5.9746
H, 1.9087, 6.2514, 5.9746
H, 6.2644, 1.8915, 5.9929
H, 4.6236, 3.5379, 5.9929
H, 7.3563, 0.8093, 5.9644
H, 8.998, -0.8361, 5.9644
H, 4.6391, 8.986, 6.0043
H, 6.2737, 7.3336, 6.0043
H, 7.3381, 6.2748, 6.026
H, 8.9913, 4.6409, 6.026

Results
free energy: -135127.082 eV
free energy less fixed offsets of H -15.71, O -570.45, Si -639.56 eV per atom: -2.842 eV

Forces (eV/angstrom), in the order of the atoms: element, x, y, z
Si, 0.0044, -0.001, -0.0059
Si, 0.0031, -0.0013, -0.0098
Si, -0.001, 0.0043, -0.0011
Si, -0.0083, -0.0037, -0.0003
Si, 0.0001, 0.0012, -0.0067
Si, -0.0011, 0.0053, -0.0009
Si, -0.002, -0.0062, -0.0034
Si, 0.0088, -0.0036, -0.0064
Si, -0.0044, 0.0099, -0.0103
Si, -0.0055, 0.0069, -0.0128
Si, 0.004, -0.0064, -0.0126
Si, 0.0037, -0.0061, -0.0138
Si, 0.0047, -0.0038, -0.0156
Si, 0.0062, -0.0066, -0.013
Si, 0.0015, 0.0107, -0.0083
Si, -0.0093, 0.002, -0.0099
Si, -0.0059, -0.0038, 0.0002
Si, -0.0027, -0.0058, 0.0169
Si, 0.0073, -0.0019, 0.0118
Si, 0.0018, 0.0069, -0.0008
Si, 0.0042, 0.0041, 0.005
Si, 0.0091, -0.0033, 0.0017
Si, 0.0009, -0.0071, 0.0126
Si, 0.0019, -0.0061, 0.0136
Si, -0.0009, 0.0006, 0.0113
Si, -0.0078, 0.0146, 0.0265
Si, -0.0016, -0.0052, 0.0176
Si, -0.0212, -0.0044, 0.0088
Si, 0.007, 0.0043, 0.0198
Si, 0.0113, 0.0214, 0.0085
Si, 0.0009, 0.0042, 0.017
Si, -0.0028, 0.0078, 0.0208
Si, -0.0033, -0.0106, 0.1706
Si, 0.0021, 0.0012, 0.1727
Si, 0.0228, -0.0197, 0.1809
Si, 0.0101, -0.0093, 0.1784
Si, 0.0056, -0.0062, 0.1939
Si, 0.0025, -0.0224, 0.1806
Si, 0.0095, -0.0045, 0.1729
Si, 0.0314, -0.0242, 0.1827
Si, 0.17, -0.1221, 0.3186
Si, 0.078, -0.1466, 0.2705
Si, 0.055, 0.0065, 0.2913
Si, -0.0094, -0.0687, 0.3148
Si, 0.1265, 0.0159, 0.2708
Si, -0.0017, -0.0329, 0.3314
Si, 0.112, -0.1337, 0.3052
Si, 0.0794, -0.0537, 0.2432
Si, -0.1047, 0.0625, -0.2364
Si, -0.109, 0.0758, -0.4112
Si, -0.0329, 0.0605, -0.3104
Si, -0.045, 0.0885, -0.2487
Si, -0.0867, 0.099, -0.3302
Si, -0.0403, 0.0749, -0.2939
Si, -0.0727, 0.0593, -0.2552
Si, -0.1188, 0.0113, -0.3879
Si, -0.0269, 0.0179, -0.1964
Si, 0.0041, 0.0072, -0.1813
Si, -0.0154, 0.0111, -0.1699
Si, -0.0055, 0.0124, -0.1746
Si, -0.0149, 0.013, -0.1671
Si, -0.013, 0.0211, -0.1757
Si, -0.0258, 0.017, -0.1764
Si, 0.0202, -0.0066, -0.1849
Si, 0.0008, -0.0085, -0.0201
Si, 0.0049, -0.0079, -0.0346
Si, -0.001, -0.0089, -0.0092
Si, 0.0139, -0.0007, -0.0233
Si, 0.0067, -0.0111, -0.0099
Si, -0.0007, -0.0116, -0.0182
Si, 0.0063, 0.0003, -0.0168
Si, -0.0088, 0.001, -0.0141
Si, -0.0038, -0.0092, -0.0059
Si, 0.0119, 0.0061, -0.0085
Si, -0.0021, 0.0081, -0.0064
Si, 0.0042, 0.0028, -0.0076
Si, -0.0042, -0.0039, -0.0069
Si, -0.0098, 0.0056, -0.003
Si, -0.0097, -0.001, -0.0076
Si, 0.003, 0.0069, -0.0084
Si, -0.0018, -0.0009, 0.0117
Si, 0.0045, -0.001, 0.0224
Si, -0.0014, -0.0014, 0.0096
Si, 0, 0.0012, 0.0084
Si, 0.0031, -0.0032, 0.0172
Si, -0.0065, -0.0049, 0.0182
Si, 0.0009, 0.0035, 0.0119
Si, 0.0017, 0.0015, 0.0169
Si, 0.0053, -0.0065, -0.0212
Si, -0.0001, -0.0007, -0.0235
Si, 0.0008, 0.0039, -0.0163
Si, 0.0023, 0.0026, -0.0172
Si, -0.0025, 0.0044, -0.0141
Si, -0.001, 0.0018, -0.0236
Si, 0.0005, -0.0028, -0.0112
Si, -0.0067, 0.003, -0.0296
Si, 0.0006, 0.0025, -0.0314
Si, 0.0016, -0.0022, -0.0228
Si, -0.0041, -0.0009, -0.0232
Si, -0.0022, -0.0026, -0.029
Si, -0.0041, 0.0019, -0.0263
Si, 0.0003, -0.0023, -0.0215
Si, 0.0011, -0.007, -0.0185
Si, 0.0049, -0.0008, -0.0295
Si, 0.0008, 0.0013, -0.0245
Si, 0.0005, 0.0006, -0.0201
Si, 0.0069, -0.0012, -0.027
Si, -0.0002, -0.0018, -0.0288
Si, -0.001, 0.004, -0.0252
Si, -0.0043, 0.006, -0.0174
Si, -0.0043, 0.0049, -0.0211
Si, -0.0031, 0.0042, -0.0224
Si, -0.0015, 0.0053, -0.0276
Si, 0.0028, 0.0023, -0.0245
Si, -0.0001, 0.0008, -0.0263
Si, 0.0002, 0.0001, -0.0204
Si, 0.0003, 0.0011, -0.025
Si, 0.0015, -0.0024, -0.029
Si, -0.002, 0.0013, -0.0242
Si, -0.001, 0.0003, -0.029
Si, -0.0002, 0.0043, -0.0246
Si, 0.0046, -0.0009, -0.0314
Si, 0.0052, 0.0006, -0.0245
Si, 0.0011, -0.0033, -0.0296
Si, -0.0007, -0.0008, -0.0316
Si, 0.0057, -0.0017, -0.0218
Si, -0.0025, -0.0001, -0.0293
Si, 0.0027, 0.0053, -0.0272
Si, 0.0011, 0.0037, -0.0079
Si, 0.0085, 0.0033, -0.017
Si, 0.0017, 0.0024, -0.0276
Si, 0.0002, -0.0008, -0.0234
O, -0.0053, 0.003, 0.0089
O, -0.0022, -0.004, 0.0181
O, 0.0027, -0.0036, 0.0189
O, 0.0068, -0.0015, 0.0202
O, -0.0057, 0.0061, 0.0162
O, 0.0036, 0.0032, 0.0177
O, -0.0095, 0.0063, 0.019
O, -0.0033, 0.0089, 0.0146
O, -0.0021, -0.0024, 0.0176
O, 0.0064, 0.003, 0.0157
O, -0.0029, 0.0046, 0.0216
O, -0.0052, -0.0001, 0.0169
O, -0.0008, 0.0073, 0.0146
O, 0.0035, -0.0031, 0.0253
O, 0.0011, -0.0001, 0.0101
O, -0.0042, 0.0023, 0.0101
O, 0.0025, 0.0013, 0.0123
O, -0.0045, 0.0072, 0.0151
O, 0.0041, -0.0036, 0.0102
O, -0.0015, 0.0008, -0.0012
O, 0.0023, -0.0024, 0.0097
O, -0.0015, 0.001, 0.0246
O, -0.0012, 0.0011, 0.0104
O, 0.0019, -0.0027, 0.0117
O, -0.0048, 0.0044, 0.0124
O, 0.0002, 0.0045, 0.009
O, -0.0058, 0.0037, 0.0047
O, -0.0032, -0.0014, 0.0136
O, -0.0026, 0.005, 0.012
O, 0.0014, -0.0004, 0.0087
O, -0.0085, 0.0098, 0.0187
O, 0.0008, -0.0025, 0.0099
O, -0.0001, -0.0035, 0.0144
O, -0.003, -0.0007, 0.0082
O, 0.0044, 0.0031, 0.0038
O, -0.0034, -0.0007, 0.0087
O, 0.0024, 0.0041, 0.0148
O, 0.0036, -0.0041, 0.0096
O, -0.0055, -0.0045, 0.0178
O, -0.0006, 0.0001, 0.0105
O, 0.0004, -0.0015, 0.006
O, -0.002, -0.0001, 0.014
O, 0.001, 0.0004, 0.0058
O, 0.002, 0.0009, 0.0072
O, 0.0014, 0.0046, 0.006
O, -0.0033, -0.0016, 0.0096
O, 0.0031, 0, 0.0073
O, 0.0036, -0.0027, 0.0101
O, 0.0051, -0.001, 0.0058
O, -0.0074, 0.0004, 0.0197
O, -0.0006, 0.0025, 0.0086
O, 0.0027, -0.0003, 0.0056
O, 0.0022, 0.0018, 0.0109
O, 0.0071, 0.0054, 0.0171
O, 0.006, -0.0029, 0.0069
O, 0.0012, -0.008, 0.0123
O, 0.0032, -0.0001, 0.0121
O, -0.0013, 0.0015, 0.007
O, 0.0027, -0.0006, 0.01
O, 0.0037, -0.0005, 0.0092
O, -0.0015, -0.0013, 0.0057
O, -0.0061, 0.0035, 0.0134
O, -0.003, -0.0051, 0.0071
O, 0.0018, -0.0023, 0.0075
O, 0.0076, -0.0056, 0.0179
O, -0.0007, -0.0053, 0.015
O, 0.0053, -0.0045, 0.0147
O, 0.0004, 0.0034, 0.0177
O, 0.0016, 0.0033, 0.0126
O, -0.006, 0.0001, 0.0211
O, 0.0007, -0.0018, 0.0086
O, 0.0031, -0.0072, 0.0146
O, -0.0011, 0.0063, 0.0163
O, -0.0012, 0.0037, 0.0111
O, 0.0008, 0.006, 0.0186
O, -0.0037, 0.0049, 0.0105
O, -0.0015, 0.0012, 0.0058
O, -0.0028, 0.0008, 0.0149
O, -0.0002, -0.002, 0.0098
O, 0.0025, -0.0042, 0.0166
O, 0.0066, 0.0037, 0.0254
O, -0.0056, -0.0028, 0.0165
O, -0.0001, -0.0015, 0.0232
O, 0.001, 0.0017, 0.0072
O, 0.0007, -0.002, 0.0072
O, 0.007, -0.0011, 0.027
O, -0.007, 0.0049, 0.0155
O, 0.0017, 0.0007, 0.0085
H, 0.2613, -0.2354, -0.3229
H, -0.3488, 0.3194, -0.217
H, 0.2458, -0.2471, -0.3105
H, -0.3236, 0.3617, -0.214
H, -0.2631, 0.259, -0.2558
H, 0.3418, -0.3197, -0.2436
H, 0.3671, -0.2556, -0.2679
H, -0.2356, 0.3194, -0.2558
H, 0.2972, -0.347, -0.2604
H, -0.2877, 0.2639, -0.2451
H, -0.2452, 0.2794, -0.2626
H, 0.382, -0.291, -0.2486
H, -0.3234, 0.374, -0.232
H, 0.2519, -0.2627, -0.3169
H, 0.2511, -0.2711, -0.2955
H, -0.3336, 0.3408, -0.2421
H, 0.312, -0.2592, 0.2487
H, -0.2757, 0.3049, 0.2923
H, -0.2596, 0.2941, 0.2953
H, 0.2493, -0.38, 0.2169
H, 0.249, -0.4083, 0.2557
H, -0.2789, 0.2487, 0.3046
H, -0.3135, 0.286, 0.2937
H, 0.2428, -0.312, 0.2629
H, -0.3354, 0.2138, 0.3139
H, 0.3725, -0.2715, 0.2351
H, 0.2697, -0.3051, 0.2615
H, -0.2553, 0.3715, 0.2785
H, 0.2816, -0.2908, 0.2627
H, -0.3664, 0.2631, 0.2738
H, 0.3723, -0.2941, 0.2404
H, -0.2926, 0.2449, 0.2889

The program warned: the cutoff lies below the one the program advises for these potential files; the forces do not sum to zero within the program's tolerance; empty levels may hold ghost states of the PAW files; the exchange-correlation potential is rough where the density is thin.
